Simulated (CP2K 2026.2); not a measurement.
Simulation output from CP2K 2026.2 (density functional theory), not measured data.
Periodic cell of 507 atoms, Si360O147, from a study of silicon, its oxide and their interface. The atomic structure is a simulated model.
Doubt: the forces sum to 2.38 eV/angstrom along one axis rather than to zero, so they err by at least 0.0047 eV/angstrom per atom on average; the grid cutoff is modest.

Settings: functional PBE; method Gaussian and plane waves; basis set DZVP-MOLOPT-SR-GTH; pseudopotentials GTH-PBE; grid cutoff 350 Ry, relative cutoff 50 Ry; k points Gamma only; occupations fixed; spin none; net charge 0.

Cell vectors (angstrom)
a	16.32	0	0
b	0	16.32	0
c	-6.0062	-4.1922	34.225

Atoms and the computed forces on them: element, x, y, z (angstrom), force x, y, z (eV/angstrom)
Si	14.579	15.524	0.055	-0.098	-0.011	-0.053
Si	1.085	1.731	0.23	0.059	-0.18	0.7
Si	15.157	3.89	0.182	-0.153	0.16	0.687
Si	-4.786	2.411	32.311	-0.177	0.199	0.567
Si	1.883	11.575	0.069	-0.013	-0.048	0.041
Si	9.486	3.451	30.457	0.076	-0.032	0.161
Si	4.11	14.72	0.035	-0.099	0.149	0.645
Si	0.158	-2.38	34.186	-0.058	0.178	0.602
Si	4.46	3.592	0.114	0.294	-0.112	0.563
Si	7.199	6.363	0.161	0.256	-0.195	0.576
Si	3.693	9.904	0.061	-0.028	0.024	0.009
Si	6.519	12.689	0.008	0.064	-0.276	0.706
Si	10.062	14.354	0.035	0.011	-0.048	-0.019
Si	6.772	-3.345	34.166	-0.012	-0.013	0.018
Si	2.914	0.454	34.219	0.004	0.055	0.005
Si	11.797	7.32	0.13	-0.157	0.118	0.53
Si	10.133	9.092	0.209	0.024	-0.105	0.018
Si	11.815	12.637	0.102	-0.036	0.076	-0.051
Si	-0.087	0.096	1.463	0.104	0.009	-0.048
Si	2.733	2.775	1.499	0.031	0.03	-0.024
Si	-0.038	5.471	1.509	-0.014	-0.051	-0.045
Si	2.716	8.198	1.386	-0.015	0.043	-0.046
Si	0.139	10.777	1.457	0.028	-0.027	-0.081
Si	2.682	13.436	1.36	-0.026	0.016	-0.088
Si	5.305	0.047	1.29	0.028	-0.031	0.009
Si	8.032	2.755	1.157	-0.032	-0.034	-0.055
Si	5.473	5.342	1.377	-0.03	-0.036	-0.054
Si	8.243	8.147	1.304	-0.029	0.003	-0.051
Si	5.409	10.981	1.296	0.001	0.016	-0.122
Si	8.205	13.631	1.346	-0.018	0.023	-0.023
Si	11.01	-0.131	1.231	0.037	0	0.005
Si	13.566	2.637	1.332	-0.015	0.014	-0.077
Si	10.758	5.515	1.261	-0.053	-0.018	-0.063
Si	13.585	8.116	1.474	-0.012	0.048	-0.02
Si	10.931	10.908	1.472	-0.02	0.029	0.02
Si	13.605	13.688	1.255	0.029	0.015	0.001
Si	14.922	1.425	2.848	-0.032	-0.012	0.009
Si	1.398	4.169	2.82	-0.012	-0.023	0.025
Si	14.858	6.723	2.866	0.039	0.017	-0.008
Si	1.433	9.483	2.898	-0.005	-0.036	-0.04
Si	14.994	12.261	2.596	-0.03	-0.018	0.015
Si	1.311	14.91	2.647	0.027	0.021	0.019
Si	4.009	1.306	2.796	0.014	-0.012	-0.014
Si	6.798	4.002	2.768	0.032	-0.026	-0.02
Si	4.1	6.78	2.653	-0.004	-0.023	0.017
Si	6.808	9.547	2.583	-0.008	0.008	0.005
Si	4.109	12.252	2.795	0.011	0.005	-0.006
Si	6.82	15.069	2.629	-0.056	-0.031	-0.005
Si	9.525	1.344	2.45	-0.03	0.016	-0.044
Si	12.142	4.068	2.575	0.043	0.028	-0.006
Si	9.514	6.818	2.784	0.017	-0.002	-0.062
Si	12.331	9.592	2.816	-0.002	-0.04	-0.061
Si	9.441	12.19	2.761	0.026	0.022	-0.057
Si	12.278	14.94	2.765	0.01	-0.02	-0.069
Si	13.586	-0.001	4.141	0.027	0.024	-0.005
Si	0.01	2.774	4.138	0.007	0.013	0.005
Si	13.485	5.344	4.104	-0.02	-0.011	0.022
Si	-0.025	8.122	4.147	0.015	-0.007	0.004
Si	13.687	10.953	4.1	0.035	-0.011	0.033
Si	-0.023	13.59	4.047	-0.002	-0.006	-0.004
Si	2.658	-0.075	4.082	0.001	-0.008	0.026
Si	5.419	2.669	4.112	0.003	0.031	0.01
Si	2.765	5.504	4.131	-0.019	0.009	0.024
Si	5.464	8.17	3.988	0.007	0.008	-0.005
Si	2.775	10.889	4.181	-0.006	0.028	-0.015
Si	5.487	13.669	4.044	0.017	0.008	-0.004
Si	8.195	0.07	3.977	0.005	0	0.009
Si	10.817	2.691	3.944	0.012	-0.02	0.022
Si	8.154	5.413	4.096	-0.024	-0.014	-0.005
Si	10.901	8.193	4.097	-0.041	0.012	-0.009
Si	8.099	10.843	4.085	-0.015	-0.021	0.033
Si	10.863	13.577	4.064	0.016	0.003	-0.038
Si	14.961	14.945	5.45	0.021	-0.006	0.003
Si	1.345	1.339	5.443	-0.014	-0.003	-0.009
Si	14.917	4.074	5.476	0.005	0.009	0.008
Si	1.363	6.803	5.494	-0.009	-0.005	0.02
Si	14.982	9.545	5.473	-0.002	0.018	0.006
Si	1.353	12.257	5.45	-0.015	0.018	0.002
Si	4.083	14.954	5.435	0.012	0.009	-0.004
Si	6.829	1.348	5.43	0.005	0.008	0.01
Si	4.093	4.08	5.451	-0.004	0	0.014
Si	6.787	6.806	5.406	-0.015	0.017	-0.001
Si	4.136	9.496	5.455	0.022	-0.032	0.005
Si	6.787	12.262	5.423	-0.006	-0.018	0
Si	9.512	14.987	5.377	-0.034	0.016	0.004
Si	12.181	1.376	5.403	-0.027	0.045	-0.001
Si	9.523	4.041	5.41	0.012	-0.024	-0.003
Si	12.206	6.785	5.455	0.007	-0.002	-0.004
Si	9.502	9.518	5.438	0.006	-0.001	0.004
Si	12.246	12.255	5.435	0.016	-0.037	0.012
Si	-0.005	-0.013	6.808	0.002	-0.006	0.014
Si	2.721	2.707	6.788	0.004	0.003	-0.005
Si	-0.02	5.434	6.819	-0.011	0.008	0.002
Si	2.736	8.171	6.821	-0.022	0.008	0.009
Si	0.015	10.896	6.83	0.017	-0.023	0.016
Si	2.726	13.603	6.805	0.002	-0.001	0.005
Si	5.452	-0.006	6.785	0.003	-0.004	0.002
Si	8.166	2.712	6.8	-0.016	0.011	0.011
Si	5.444	5.453	6.798	0	-0.008	0.007
Si	8.146	8.153	6.788	0.014	-0.009	0.007
Si	5.456	10.893	6.805	-0.008	0.012	0.007
Si	8.166	13.62	6.761	0	-0.001	0.002
Si	10.853	0.006	6.78	0.011	-0.007	0.002
Si	13.561	2.697	6.801	0.019	-0.001	0.002
Si	10.857	5.413	6.8	-0.007	0.011	0.003
Si	13.591	8.16	6.79	0.002	-0.004	0.004
Si	10.877	10.882	6.78	-0.002	-0.005	-0.001
Si	13.594	13.602	6.81	-0.007	0.01	0.008
Si	-1.336	1.338	13.647	-0.02	0.034	0.008
Si	1.371	4.059	13.592	0.009	0.013	0.007
Si	-1.393	6.789	13.532	-0.018	0.01	0.011
Si	1.34	9.538	13.57	0.007	0.012	-0.01
Si	-1.351	12.255	13.603	0.006	-0.014	-0.008
Si	1.374	-1.354	13.649	0.001	-0.025	-0.005
Si	4.085	1.341	13.64	-0.009	-0.015	0.003
Si	6.786	4.078	13.538	0.012	-0.004	-0.01
Si	4.045	6.796	13.569	-0.009	-0.003	0.001
Si	6.775	9.557	13.609	-0.004	0.019	-0.003
Si	4.1	12.276	13.648	0.01	-0.008	-0.005
Si	6.799	-1.34	13.622	-0.011	0.021	-0.002
Si	9.528	1.314	13.559	-0.024	0.003	-0.004
Si	12.259	4.022	13.52	0.016	0.005	-0.011
Si	9.486	6.839	13.538	-0.006	0.007	0.004
Si	12.223	9.532	13.613	0.028	-0.009	-0.003
Si	9.524	12.225	13.632	0.009	-0.034	0.016
Si	12.264	-1.377	13.627	0.001	0.001	-0.004
Si	13.63	-0.039	15.02	0.001	0.002	0.027
Si	0.043	2.715	14.992	0.008	-0.039	0.024
Si	13.576	5.401	14.865	0.001	0.021	-0.008
Si	-0.042	8.153	14.874	-0.015	-0.019	0.002
Si	13.586	10.925	14.957	-0.018	-0.004	0.018
Si	0.028	13.575	14.995	-0.007	0.011	-0.031
Si	2.742	-0.021	15.043	0.023	0.016	0.017
Si	5.455	2.75	14.943	0.023	0.009	0.018
Si	2.709	5.432	14.955	-0.007	0.025	-0.009
Si	5.375	8.183	14.909	-0.012	0.014	0.004
Si	2.686	10.909	14.945	-0.034	-0.031	0.011
Si	5.455	13.661	15.033	-0.014	-0.008	-0.001
Si	8.174	0.011	14.973	0.017	0.002	0.006
Si	10.952	2.619	14.869	0.036	-0.021	0.011
Si	8.133	5.459	14.861	-0.021	0.011	0.017
Si	10.814	8.177	14.942	0	-0.015	0.016
Si	8.13	10.898	15.008	-0.034	0	-0.006
Si	10.917	13.567	14.987	0.007	-0.002	0.007
Si	-1.323	-1.427	16.375	0.001	-0.044	-0.029
Si	1.421	1.378	16.398	-0.009	0.042	-0.004
Si	-1.375	4.103	16.261	-0.015	0.019	-0.028
Si	1.243	6.757	16.242	-0.016	-0.019	-0.014
Si	-1.353	9.541	16.233	-0.024	0.026	0.026
Si	1.41	12.27	16.395	0	0.073	-0.004
Si	4.095	-1.354	16.476	-0.013	0.006	-0.005
Si	6.837	1.428	16.311	0.036	-0.002	-0.025
Si	4.124	4.121	16.321	0.016	-0.016	0.003
Si	6.748	6.82	16.215	-0.006	0.013	-0.052
Si	3.965	9.495	16.28	-0.014	-0.006	0.025
Si	6.833	12.322	16.388	0.055	-0.004	0.02
Si	9.555	-1.372	16.297	0.01	-0.011	-0.013
Si	12.253	1.312	16.382	-0.018	-0.015	0.019
Si	9.586	4.056	16.054	-0.034	0.064	-0.075
Si	12.16	6.714	16.187	-0.041	-0.029	-0.019
Si	9.475	9.527	16.374	0.032	-0.015	0
Si	12.255	12.231	16.421	0.058	-0.039	0.016
Si	0.059	-0.061	17.692	0.075	-0.02	0.016
Si	2.802	2.807	17.733	-0.05	-0.026	-0.032
Si	-0.125	5.482	17.688	-0.013	0.035	-0.015
Si	2.524	8.104	17.611	-0.022	0.037	-0.014
Si	0.027	10.854	17.652	-0.009	-0.07	0.038
Si	2.754	13.557	17.914	0.033	0.019	-0.001
Si	5.468	0.148	17.718	0.013	-0.021	0.003
Si	8.298	2.849	17.512	-0.029	0.008	0.033
Si	5.467	5.518	17.681	0.04	-0.011	0.057
Si	8.118	8.05	17.639	-0.024	-0.063	0.014
Si	5.352	10.904	17.539	-0.046	0.035	0
Si	8.29	13.67	17.784	-0.057	0.018	0.035
Si	10.885	-0.11	17.745	-0.007	-0.058	0.005
Si	-2.669	2.752	17.642	-0.034	-0.032	0.025
Si	10.832	5.294	17.555	-0.002	-0.004	0.048
Si	-2.823	8.148	17.4	-0.002	0.017	-0.024
Si	10.826	10.894	17.772	0.031	0.042	-0.016
Si	-2.663	13.571	17.824	0.011	0.001	0.001
Si	-1.333	1.327	18.952	0.007	0	0.034
Si	1.295	4.137	18.989	-0.002	-0.093	0.047
Si	-1.606	6.898	18.907	0.041	0.001	0.043
Si	1.177	9.389	19.109	-0.013	0.014	-0.022
Si	-1.488	11.917	19.078	-0.317	-0.045	-0.466
Si	1.539	-1.164	19.205	0.303	0.185	-0.423
Si	4.341	1.663	19.163	0.044	0.06	-0.002
Si	7.259	4.482	18.873	0.066	0.123	-0.019
Si	3.915	6.822	18.964	0.044	-0.02	0.053
Si	6.663	9.488	18.792	0.102	0.005	0.048
Si	3.978	11.917	19.175	0.091	0.002	0.105
Si	6.865	-1.212	19.021	0.322	0.171	-0.688
Si	9.644	1.507	18.921	-0.018	-0.012	0.062
Si	12.234	4.033	19.041	-0.032	0.072	-0.004
Si	9.183	6.324	18.9	-0.089	-0.019	-0.01
Si	12.027	9.201	18.868	-0.13	-0.086	-0.104
Si	9.64	12.339	19.262	-0.02	-0.058	0.034
Si	12.308	-1.398	19.224	0.041	0.025	-0.015
Si	-2.75	-0.027	23.416	-0.023	0.053	-0.097
Si	0.257	2.443	20.244	-0.069	0.175	-0.672
Si	-3.351	5.937	20.17	-0.046	-0.037	-0.022
Si	-0.777	8.629	20.286	-0.028	-0.099	-0.081
Si	-2.643	10.196	20.178	-0.01	-0.039	0.062
Si	0.277	13.275	21.347	0.095	-0.017	0.034
Si	2.738	0.484	20.469	0.147	-0.126	-0.555
Si	4.863	4.582	22.163	-0.008	-0.003	-0.064
Si	2.561	5.48	20.413	-0.355	0.475	-0.228
Si	4.889	8.622	20.088	-0.085	0.014	-0.012
Si	3.019	10.14	20.368	0.114	0.071	0.089
Si	5.583	12.794	20.65	-0.44	-0.51	-0.263
Si	7.931	1.153	20.483	0.046	0.388	-0.536
Si	11.432	2.201	20.28	0.253	-0.045	-0.528
Si	6.236	2.803	20.227	0.145	-0.048	-0.428
Si	10.993	7.386	20.105	0.21	-0.213	-0.447
Si	7.968	10.895	20.111	0.144	0.071	-0.646
Si	11.321	13.407	20.794	0.005	-0.067	-0.038
Si	-0.796	4.018	22.695	-0.452	0.628	-0.1
Si	2.85	-0.677	23.359	0.08	-0.114	-0.071
Si	-2.676	2.795	24.742	0.016	0.076	-0.162
Si	3.393	7.582	24.223	-0.119	-0.076	-0.048
Si	-0.642	7.531	22.327	-0.043	0.028	-0.005
Si	2.427	11.244	22.385	0.15	-0.321	-0.59
Si	4.595	13.037	23.531	0.052	-0.022	-0.067
Si	5.254	2.932	31.404	0.095	0.033	0.199
Si	4.712	5.088	25.124	0.047	0.052	-0.026
Si	10.911	2.377	28.206	-0.009	0.021	-0.08
Si	1.333	9.706	24.855	-0.514	-0.216	-0.141
Si	2.819	0.476	26.064	0.016	-0.095	0.003
Si	-4.215	12.552	26.66	0.058	0.03	-0.092
Si	-3.094	0.526	20.293	-0.272	0.083	-0.612
Si	8.197	-0.535	26.727	0.014	-0.005	0.09
Si	-0.916	6.772	25.879	0.221	0.419	-0.416
Si	8.297	7.662	26.472	0.03	-0.005	0.006
Si	9.842	9.344	22.058	0.004	-0.1	0.013
Si	9.17	0.784	31.703	0.022	0.088	0.02
Si	-2.422	-1.67	27.711	0.091	-0.127	-0.037
Si	1.533	10.465	27.791	-0.061	0.063	-0.08
Si	3.091	3.394	27.238	0.055	0.049	0.046
Si	-0.954	10.586	29.762	0.09	0.02	0.04
Si	0.46	1.974	31.409	0.017	0.092	0.218
Si	10.028	10.815	32.459	0.321	0.515	0.458
Si	8.937	5.943	31.784	0.096	0.092	0.05
Si	-0.111	-1.604	23.848	-0.029	-0.067	-0.016
Si	-3.35	10.279	24.69	-0.013	-0.107	-0.1
Si	-2.285	5.809	22.226	0.017	0.008	0.076
Si	2.487	7.786	28.988	-0.088	-0.022	0.106
Si	-4.097	11.829	32.38	-0.572	-0.481	0.211
Si	4.586	-1.473	30.092	-0.044	-0.093	-0.01
Si	12.329	11.306	21.816	0.4	0.318	-0.496
Si	6.008	-3.388	31.899	0.324	0.06	0.598
Si	9.286	2.245	25.742	-0.058	0.017	-0.002
Si	4.331	5.698	32.24	0.318	0.156	0.575
Si	-2.654	8.097	30.629	-0.017	0.088	-0.089
Si	9.471	-2.878	25.11	-0.031	-0.061	0.095
Si	9.422	-1.44	29.544	0.022	-0.022	-0.007
Si	-2.709	3.643	27.734	0.028	0.211	-0.11
Si	5.703	2.912	28.501	-0.028	0.03	-0.009
Si	-3.374	5.559	24.236	0.182	0.204	-0.573
Si	1.47	7.026	31.705	-0.184	0.01	-0.027
Si	3.583	10.974	32.101	0.167	-0.449	0.572
Si	4.922	9.086	29.981	0.029	0.098	-0.016
Si	6.862	11.6	25.098	-0.058	-0.011	0.013
Si	-3.278	12.405	29.351	0.015	0.007	0.088
Si	-1.32	5.723	32.118	-0.2	-0.186	0.569
Si	5.484	7.693	22.081	-0.184	0.178	-0.444
Si	9.854	1.43	22.721	0.17	0.09	-0.021
Si	7.405	4.673	26.584	-0.006	0.036	0.005
Si	-2.402	0.786	31.641	0.049	-0.017	0.075
Si	2.272	-3.141	28.858	-0.034	-0.005	0.024
Si	0.527	-1.524	26.709	0.006	-0.056	0.03
Si	7.035	10.144	27.916	-0.017	-0.143	-0.054
Si	7.601	8.927	23.843	0.074	0.032	0.072
Si	-5.146	8.015	32.272	0.36	-0.337	0.509
Si	1.261	6.133	22.347	-0.345	0.353	-0.649
Si	3.109	0.587	31.872	0.048	-0.002	0.768
Si	-4.275	-0.212	29.286	0.036	0.055	-0.048
Si	5.42	0.022	27.572	-0.071	0.035	-0.065
Si	0.857	12.399	31.475	0	0.044	0.024
Si	8.334	11.91	30.135	-0.116	0.02	0.062
Si	11.02	-1.575	22.77	0.095	-0.221	-0.467
Si	11.384	7.765	25.622	0.075	0.023	-0.04
Si	-2.94	6.839	27.817	0.037	-0.004	-0.05
Si	6.095	7.389	32.216	-0.499	-0.15	0.542
Si	0.872	7.254	0.295	0.044	0.025	-0.024
Si	1.047	5.456	27.765	-0.13	0.131	-0.038
Si	-0.637	8.57	24.444	0.427	-0.368	-0.014
Si	-0.617	4.133	29.769	-0.017	0.121	0.086
Si	15.496	8.934	0.394	0.169	-0.083	0.68
Si	-1.379	1.341	8.153	-0.022	-0.014	0.01
Si	1.353	4.059	8.149	-0.032	-0.026	-0.003
Si	-1.37	6.81	8.164	0.031	0.01	0.004
Si	1.375	9.534	8.181	0.021	0.022	0.012
Si	-1.364	12.248	8.175	-0.004	-0.007	-0.003
Si	1.37	14.963	8.166	0.016	0.018	0.001
Si	4.09	1.357	8.148	0.011	0.014	0.001
Si	6.803	4.085	8.15	0.011	0.015	0.001
Si	4.079	6.796	8.171	-0.002	-0.001	-0.004
Si	6.811	9.531	8.157	0.003	0.005	0.004
Si	4.079	12.238	8.166	-0.022	-0.024	0.01
Si	6.801	14.951	8.148	-0.016	-0.012	-0.002
Si	9.513	1.35	8.168	-0.007	-0.005	-0.003
Si	12.23	4.072	8.167	0.011	0.012	-0.009
Si	9.497	6.786	8.148	-0.019	-0.017	0.002
Si	12.225	9.517	8.148	-0.02	-0.008	-0.003
Si	9.523	12.256	8.13	0.022	0.013	-0.005
Si	12.228	14.969	8.147	0.009	0.005	0.006
Si	13.597	-0.016	9.517	0.003	0.006	-0.002
Si	0.001	2.695	9.505	0.012	0.009	0
Si	13.597	5.435	9.52	-0.005	0.005	0.003
Si	-0.007	8.166	9.518	-0.011	-0.003	-0.009
Si	13.583	10.882	9.513	0.011	-0.007	-0.002
Si	0.009	13.607	9.529	0.005	0.005	0.004
Si	2.732	0	9.522	-0.013	-0.013	0.003
Si	5.444	2.718	9.506	-0.005	0.011	-0.002
Si	2.709	5.425	9.511	0.001	0	0
Si	5.434	8.179	9.512	-0.007	0.007	0
Si	2.724	10.896	9.542	-0.003	-0.003	0.006
Si	5.443	13.604	9.522	0.014	0.001	-0.006
Si	8.156	-0.017	9.522	-0.01	0.004	0.004
Si	10.881	2.706	9.527	0.011	-0.001	0.01
Si	8.147	5.44	9.523	-0.005	0.003	0.004
Si	10.859	8.155	9.501	-0.005	-0.018	-0.001
Si	8.166	10.903	9.506	0.009	0	-0.003
Si	10.878	13.597	9.508	-0.015	-0.008	-0.004
Si	-1.35	14.964	10.888	-0.02	0.009	-0.004
Si	1.361	1.345	10.885	-0.008	0.007	-0.007
Si	-1.346	4.061	10.858	0.01	-0.017	-0.007
Si	1.352	6.796	10.865	-0.008	0.006	0.005
Si	-1.378	9.526	10.869	0.01	0.008	-0.005
Si	1.366	12.258	10.901	0.005	-0.017	0.008
Si	4.085	14.962	10.891	0.001	0.002	-0.003
Si	6.795	1.351	10.871	-0.002	0.002	-0.011
Si	4.068	4.061	10.868	0.01	-0.009	-0.004
Si	6.78	6.814	10.867	-0.002	0.007	-0.005
Si	4.086	9.538	10.89	-0.007	0.001	0.002
Si	6.808	12.254	10.886	-0.019	-0.006	-0.003
Si	9.517	14.935	10.88	0.015	-0.002	0.001
Si	12.247	1.334	10.88	0.019	-0.006	-0.003
Si	9.513	4.074	10.868	-0.019	0.009	0.002
Si	12.22	6.797	10.863	0.003	0.013	-0.001
Si	9.514	9.536	10.862	-0.001	0	-0.008
Si	12.236	12.245	10.884	0.001	0.002	0.002
Si	0.012	-0.01	12.267	0.017	-0.006	-0.004
Si	2.729	2.692	12.247	-0.008	0.005	0
Si	0.005	5.422	12.223	0.012	0.004	0.01
Si	2.704	8.171	12.218	0.017	0.002	-0.002
Si	-0.02	10.889	12.224	-0.034	0	-0.004
Si	2.731	13.615	12.274	-0.01	0.017	0.002
Si	5.442	0.006	12.251	0.016	0.005	-0.009
Si	8.165	2.702	12.22	0.002	0.001	0.001
Si	5.414	5.443	12.208	-0.02	0.008	-0.004
Si	8.124	8.202	12.212	-0.008	-0.005	-0.007
Si	5.435	10.917	12.251	0.015	-0.007	-0.006
Si	8.163	13.597	12.274	-0.009	0.002	0.001
Si	10.896	-0.046	12.231	-0.01	0.003	0.002
Si	13.645	2.674	12.215	-0.016	0.005	-0.005
Si	10.868	5.434	12.225	0.004	-0.006	0.023
Si	13.565	8.172	12.218	0	-0.005	-0.011
Si	10.87	10.882	12.24	-0.012	-0.004	-0.002
Si	13.611	13.606	12.24	0.03	-0.004	0
O	-0.661	9.554	33.764	0.026	0.015	-0.164
O	-0.678	12.352	20.456	-0.332	-0.001	0.053
O	0.625	-1.744	20.462	-0.079	0.298	0.003
O	5.88	3.41	21.727	0.233	-0.387	0.432
O	5.843	-2.246	19.717	-0.498	0.095	-0.252
O	7.498	-0.415	20.314	-0.01	-0.365	0.208
O	0.202	-2.267	25.297	0.118	-0.445	0.157
O	-2.603	0.342	21.848	0.264	0.067	0.059
O	1.479	1.498	20.811	-0.056	0.089	0.213
O	2.246	6.477	28.089	0.329	-0.028	-0.336
O	4.31	6.656	25.162	0.388	0.299	0.409
O	6.938	8.135	22.613	0.283	-0.284	-0.434
O	-0.519	-2.691	22.715	-0.338	-0.333	0.101
O	5.286	13.385	22.121	0.252	0.37	0.14
O	4.431	4.401	23.695	-0.411	-0.289	0.143
O	3.667	-1.995	23.868	-0.131	0.087	0.43
O	3.583	4.428	21.188	-0.048	-0.353	0.158
O	5.498	6.065	22.003	0.226	-0.086	-0.442
O	9.713	2.032	24.203	-0.079	0.4	0.084
O	6.895	11.854	20.897	-0.084	0.109	0.266
O	6.627	10.969	26.577	-0.227	-0.013	0.168
O	9.179	9.141	23.516	0.381	-0.041	0.458
O	4.075	1.842	31.537	-0.138	-0.016	-0.001
O	-2.501	-2.502	29.114	0.383	0.233	0.398
O	7.014	11.946	31.085	0.039	-0.548	-0.104
O	-2.205	-0.216	32.888	-0.156	-0.08	-0.293
O	10.648	2.26	26.624	0.223	0.037	-0.439
O	-3.206	2.123	32.09	0.338	0.279	0.051
O	8.761	4.889	30.568	-0.445	0.135	-0.685
O	0.342	5.856	26.357	0.165	-0.113	-0.358
O	8.641	9.772	21.076	-0.291	-0.499	-0.235
O	6	8.5	31.023	0.478	0.31	-0.014
O	5.272	-0.405	29.114	0.152	0.094	0.05
O	10.555	7.965	21.591	0.25	-0.155	0.382
O	4.649	4.428	31.266	-0.244	0.074	-0.707
O	6.16	2.867	32.756	0.277	-0.097	-0.046
O	6.088	2.649	30.049	0.598	-0.286	-0.013
O	4.515	12.298	31.966	-0.272	0.448	0.185
O	2.032	11.434	32.033	-0.159	-0.102	0.156
O	4.362	8.252	23.123	-0.126	0.401	-0.189
O	-3.832	12.203	30.832	-0.088	0.142	-0.247
O	-1.89	9.599	24.747	0.2	0.208	-0.036
O	10.287	-1.383	33.9	0.034	0.047	-0.532
O	1.275	10.634	26.193	-0.179	0.689	-0.103
O	10.132	-2.594	23.666	-0.183	-0.264	-0.186
O	-3.151	1.315	24.26	-0.377	-0.116	0.215
O	-2.461	2.879	26.337	0.184	-0.223	0.19
O	8.053	6.126	26.939	-0.015	-0.036	0.499
O	-3.416	11.211	23.353	0.18	0.386	0.101
O	-3.606	11.251	25.941	0.037	0.109	0.129
O	-4.177	-3.061	33.142	0.15	0.439	-0.424
O	1.656	0.916	31.214	-0.145	-0.113	-0.204
O	3.677	11.729	23.289	0.087	-0.362	0.244
O	2.256	9.062	28.046	0.201	-0.093	-0.179
O	10.141	9.199	32.666	-0.209	-0.242	0.481
O	-0.382	11.474	30.992	-0.329	0.063	0.27
O	-5.567	0.991	32.038	0.361	-0.422	0.046
O	-2.005	7.132	31.732	0.012	0.441	0.471
O	8.897	-0.868	28.134	0.221	-0.072	0.09
O	9.851	7.864	26.087	0.187	0.017	0.205
O	6.272	4.922	25.462	0.176	0.12	-0.347
O	3.766	4.361	26.168	-0.329	0.071	0.085
O	-2.787	11.034	32.972	0.017	-0.238	-0.447
O	-4.002	3.068	28.469	0.162	-0.096	0.662
O	10.991	0.981	29.008	-0.566	-0.247	0.165
O	2.637	8.744	25.033	0.405	0.053	0.581
O	5.681	12.642	24.677	0.039	0.153	0.254
O	3.905	10.054	30.795	-0.243	0.132	-0.219
O	10.909	2.331	21.855	0.056	0.357	0.376
O	0.414	-2.884	32.633	-0.251	0.081	-0.459
O	1.46	7.762	30.255	-0.268	0.315	0.096
O	3.11	0.463	24.474	0.096	0.708	-0.221
O	1.387	-3.079	30.206	0.012	0.297	0.002
O	8.399	1.454	22.018	-0.599	0.327	0.207
O	8.412	0.995	26.268	-0.532	0.132	0.032
O	11.055	-1.475	29.569	0.187	-0.619	0.189
O	-3.755	3.969	24.375	-0.82	-0.077	0.1
O	-1.279	3.177	23.999	0.412	-0.305	0.297
O	9.149	5.002	33.057	-0.056	-0.273	-0.257
O	3.286	-0.165	21.882	0.508	0.048	0.155
O	-1.328	-0.549	23.991	0.124	0.16	0.164
O	3.598	-0.76	31.141	-0.055	-0.248	0.193
O	11.672	6.462	24.686	-0.504	-0.178	-0.247
O	8.835	-2.918	29.786	-0.082	0.119	-0.152
O	5.813	-2.091	30.949	0.2	0.405	0.033
O	4.039	7.84	29.436	0.133	-0.327	-0.078
O	-3.077	7.227	29.355	-0.39	-0.431	0.06
O	2.472	11.657	28.343	0.584	-0.074	-0.122
O	2.795	1.976	26.584	-0.094	0.099	0.074
O	-1.528	7.4	27.254	0.16	0.372	0.307
O	-5.383	3.474	31.22	0.149	0.621	0.002
O	10.662	12.948	26.076	-0.274	0.011	0.398
O	2.299	6.66	23.48	0.106	-0.225	0.15
O	0.002	5.429	29.008	-0.034	0.627	0.185
O	10.896	10.546	21.984	-0.04	0.334	0.046
O	11.866	9.08	24.789	-0.208	0.09	-0.094
O	-2.074	5.842	25.202	0.11	-0.294	0.197
O	6.689	4.043	27.897	-0.089	0.364	0.317
O	-2.192	11.274	29.02	-0.15	-0.302	-0.608
O	-0.94	1.225	31.135	-0.152	-0.369	-0.297
O	3.729	-2.519	29.19	0.171	-0.353	-0.394
O	8.445	0.418	33.109	-0.366	0.327	-0.062
O	7.816	8.75	27.584	0.246	-0.035	0.297
O	0.67	4.705	22.932	0.195	-0.429	0.297
O	-4.047	8.661	31.247	0.06	0.616	-0.405
O	0.559	3.205	30.372	0.351	0.078	-0.198
O	0.568	2.584	32.911	-0.085	0.494	0.022
O	8.907	-0.451	30.712	-0.64	-0.085	0.149
O	4.127	3.314	28.478	-0.333	0.067	0.64
O	1.665	12.538	21.744	0.121	0.375	-0.249
O	5.692	9.826	28.772	-0.434	0.153	-0.339
O	4.028	-0.291	26.819	0.038	-0.591	-0.056
O	5.832	1.587	27.578	0.281	0.058	-0.46
O	-1.615	4.611	30.967	-0.389	-0.171	0.052
O	7.596	6.787	32.019	-0.059	0.147	-0.161
O	9.701	3.213	28.872	-0.328	0.157	-0.397
O	2.902	6.311	31.779	0.212	-0.065	-0.23
O	1.433	10.544	23.458	-0.567	0.157	-0.205
O	8.659	2.204	31.105	-0.634	0.172	0.019
O	10.255	6.867	31.561	0.248	-0.291	-0.29
O	-0.911	-1.217	27.39	0.156	0.166	-0.007
O	1.376	-0.185	26.391	-0.16	0.399	0.024
O	-2.976	5.235	27.643	-0.213	-0.143	-0.151
O	0.302	5.941	32.01	0.448	-0.344	-0.028
O	1.449	-2.4	27.688	-0.057	0.078	-0.039
O	8.827	-1.496	25.611	0.118	0.145	-0.429
O	-3.093	-2.584	26.542	0.052	0.252	-0.69
O	-4.444	12.253	28.238	-0.578	0.041	0.152
O	8.491	3.638	25.967	0.125	0.115	-0.224
O	-3.867	-1.217	23.509	0.107	-0.249	0.548
O	-1.529	9.192	30.32	0.378	-0.029	0.05
O	6.884	10.363	24.05	-0.151	0.129	-0.396
O	8.308	12.329	25.037	0.135	-0.208	0.015
O	9.477	11.124	30.955	0.227	-0.143	-0.269
O	10.306	-0.123	22.663	-0.23	-0.215	0.054
O	8.005	11.098	28.786	0.412	0.071	-0.248
O	6.605	-0.796	26.844	-0.252	-0.57	-0.128
O	1.323	8.138	32.862	0.172	0.208	-0.179
O	1.663	3.98	27.667	-0.205	-0.349	0.047
O	-1.447	3.306	28.671	-0.001	-0.786	-0.208
O	-3.378	-0.383	27.943	0.003	0.585	-0.261
O	7.435	7.995	25.146	-0.548	-0.394	-0.017
O	1.256	-0.934	23.316	-0.094	0.346	-0.197
O	0.159	10.418	28.621	-0.15	0.058	-0.086
O	-3.25	0.053	30.494	0.125	-0.223	0.011
O	-0.636	2.944	21.503	-0.296	-0.159	-0.103
O	-4.106	7.574	26.991	-0.212	0.238	0.233

Results
total energy: -102966.638 eV
total energy less fixed offsets of O -438.35, Si -107.03 eV per atom: 1.612 eV
